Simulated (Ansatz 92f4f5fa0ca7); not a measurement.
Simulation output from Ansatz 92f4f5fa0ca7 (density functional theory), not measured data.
Periodic cell of 222 atoms, Si131O89As2, from a study of silicon, its oxide and their interface. The atomic structure is a simulated model.
Doubt: the cutoff is far below the 930 eV that the study's wrapper takes by default for these files, so forces and energies are approximate.
This geometry differs little from another in the collection (a relaxation step or a small displacement).

Settings
functional: PBE
potential files: Ansatz PAW
basis: plane waves
wave-function cutoff: 580 eV
density cutoff ratio: 5
exchange-correlation grid ratio: 1
k mesh: 1 x 1 x 1, Gamma-centred
self-consistency stop: 5e-08 eV per atom in the density residual
occupations: fixed
spin: none
net charge: 0

Cell vectors (angstrom)
a 10.938 0 0
b 0 10.938 0
c 0 0 32.1988

Atoms: element, x, y, z (angstrom)
Si 10.4305 0.295 24.7444
Si 5.7141 10.666 24.7274
Si 2.4933 2.9163 24.6354
Si 8.3222 2.6204 24.9187
Si 0.3138 5.2202 24.7523
As 4.9987 5.8644 24.7982
As 2.9699 8.0316 24.2978
Si 7.9379 8.4203 24.7306
Si 1.3002 1.3295 25.9324
Si 6.8106 1.305 26.1384
Si 4.07 4.0339 26.0599
Si 9.6441 4.1229 26.1266
Si 1.4746 6.8783 25.9693
Si 6.8257 6.8059 26.0706
Si 4.0913 9.4721 25.9683
Si 9.4668 9.5815 26.1195
Si 2.7101 -0.0379 27.2918
Si 8.1646 -0.0186 27.5411
Si 0.0294 2.6865 27.4428
Si 5.4445 2.6993 27.4326
Si 2.7399 5.4723 27.4183
Si 8.2285 5.4732 27.4251
Si 0.0194 8.1969 27.3426
Si 5.446 8.1775 27.4332
Si 4.0501 1.3288 28.7453
Si 9.5819 1.3573 28.827
Si 1.3688 4.0929 28.7851
Si 6.839 4.0901 28.773
Si 4.098 6.8169 28.8048
Si 9.5916 6.8523 28.7642
Si 1.3678 9.5674 28.7337
Si 6.7907 9.5442 28.8373
Si 0.0172 -0.0181 30.1505
Si 5.4384 0.0082 30.1553
Si 2.736 2.7272 30.1423
Si 8.205 2.7349 30.1558
Si 0.0012 5.468 30.1429
Si 5.4779 5.4587 30.1522
Si 2.7255 8.2082 30.1379
Si 8.212 8.1944 30.1531
Si 1.3673 1.3673 31.515
Si 6.8362 1.3673 31.515
Si 4.1018 4.1018 31.515
Si 9.5708 4.1018 31.515
Si 1.3673 6.8362 31.515
Si 6.8362 6.8362 31.515
Si 4.1018 9.5708 31.515
Si 9.5708 9.5708 31.515
Si 2.7345 0 0.6835
Si 8.2035 0 0.6835
Si 0 2.7345 0.6835
Si 5.469 2.7345 0.6835
Si 2.7345 5.469 0.6835
Si 8.2035 5.469 0.6835
Si 0 8.2035 0.6835
Si 5.469 8.2035 0.6835
Si 4.1187 1.3643 2.0537
Si 9.5606 1.3639 2.051
Si 1.3643 4.1256 2.0349
Si 6.8456 4.0898 2.0572
Si 4.1023 6.8317 2.0522
Si 9.5758 6.8398 2.0502
Si 1.3775 9.5553 2.0493
Si 6.8251 9.5962 2.0477
Si -0.0094 -0.0242 3.3843
Si 5.4861 0.019 3.4664
Si 2.772 2.7914 3.361
Si 8.1879 2.7061 3.4474
Si 0.0165 5.4859 3.4304
Si 5.4799 5.4712 3.4044
Si 2.7642 8.2146 3.4425
Si 8.2044 8.2339 3.3757
Si 1.3846 1.4053 4.6261
Si 6.8384 1.3612 4.9014
Si 4.1497 4.0967 4.7981
Si 9.5687 4.0965 4.7584
Si 1.4062 6.8435 4.8135
Si 6.8182 6.9009 4.7215
Si 4.1274 9.5891 4.8404
Si 9.5509 9.5634 4.7832
Si 2.7395 0.1287 6.0501
Si 8.2003 -0.0472 6.2563
Si 0.02 2.6864 6.0379
Si 5.4684 2.7393 6.2845
Si 2.8087 5.4911 6.1712
Si 8.1659 5.4987 6.0312
Si 0.0052 8.2018 6.1473
Si 5.5201 8.2343 6.2238
Si 3.8262 1.5921 7.5946
Si 9.8307 1.1538 7.4458
Si 1.6195 3.8185 7.3035
Si 6.642 4.435 7.4638
Si 4.3967 6.6474 7.5386
Si 9.353 6.9704 7.3957
Si 1.1343 9.9366 7.2806
Si 7.1481 9.2479 7.6564
O 8.3029 8.1121 7.9115
O 2.7065 2.7553 7.9448
O 9.4067 1.5249 24.3461
O 0.0198 0.0379 7.9499
O 5.5151 5.5225 8.0241
O 6.8258 9.5388 24.2105
O 1.4102 4.0962 24.1948
O 3.8522 7.4009 8.927
O 0.8066 4.4013 8.5942
O 9.8013 6.1935 8.7871
O 2.1203 9.4072 8.4791
O 7.5093 3.9497 8.7802
O 4.2556 0.9512 9.0649
O 6.7084 9.5883 9.2052
O 9.1991 1.871 8.7898
O 7.5854 3.3841 23.6748
O 10.5294 5.8567 23.4261
O 5.1053 0.4423 23.3813
O 5.6882 5.2437 23.2256
O 3.133 2.2446 23.2662
O 1.9842 9.4407 23.5122
O 8.638 7.7532 23.3995
O -0.3632 10.5316 23.2749
Si 4.4119 1.5959 22.4587
Si 3.4775 7.9843 14.0073
Si 7.0966 1.0207 14.6481
Si 0.7176 9.5907 22.5055
Si 1.1698 4.3495 11.8669
Si 6.2534 9.0234 15.2913
Si 0.6609 1.411 12.2815
Si 8.6053 5.0225 20.5152
Si 0.3167 5.7418 9.3473
Si 5.08 3.1918 17.9268
Si 0.8619 3.8156 16.7225
Si 10.375 2.94 19.1928
Si 5.2682 1.2175 10.3406
Si 0.8445 0.2791 19.7765
Si 6.6301 9.4965 10.8446
Si 9.3047 9.7577 18.2714
Si 9.3789 9.2851 12.5321
Si 6.4988 3.9673 22.6126
Si 2.4346 8.0941 9.3653
Si 10.5726 7.4364 17.0663
Si 2.4914 6.3585 16.5624
Si 10.1612 4.5474 14.166
Si 6.1107 9.2543 18.4859
Si 7.9611 2.5984 9.5628
Si 8.8639 2.1959 12.4349
Si 5.3159 6.3183 18.0546
Si 3.9019 0.6277 19.4479
Si 4.2641 3.8793 12.0347
Si 5.528 6.6418 12.1251
Si 7.9859 2.5842 17.1945
Si 4.3355 2.5314 14.9559
Si 1.5125 1.2697 15.2496
Si 1.5563 9.4553 12.018
Si 8.0354 6.9035 13.8449
Si 10.3553 9.8851 15.4511
Si 9.8438 7.0462 22.55
Si 8.0829 5.5606 17.4128
O 6.0352 7.9964 11.2761
O 5.9893 9.2567 16.8679
O 7.6568 1.4253 13.1766
O 0.8774 1.7948 13.8503
O 9.4091 6.3226 16.8892
O 6.7426 6.2443 13.1281
O 5.1134 4.7304 18.5906
O 9.2073 2.2446 18.2406
O 2.3465 0.1785 19.0504
O 9.3501 10.2772 16.7001
O 2.777 4.4755 11.6896
O 5.0403 10.3946 19.0685
O 9.4085 3.3001 13.4695
O 0.4458 1.8686 19.9028
O 3.1276 1.4156 15.0614
O 8.1208 5.4466 19.0296
O 3.8693 6.6649 17.3794
O 4.5543 3.3427 16.3695
O 9.0544 5.7284 14.2971
O 5.4836 2.7813 22.1467
O 10.6465 4.2055 15.6648
O 0.3122 3.9665 18.2513
O 10.3914 10.6416 19.1113
O 9.6365 10.0672 13.9846
O 10.9627 8.1522 22.1259
O 1.1653 2.2285 16.5161
O 9.7053 3.8189 20.3945
O 8.0975 4.1167 16.6688
O -0.0539 9.1387 11.867
O 6.562 2.4834 17.988
O 5.5685 10.7514 11.1848
O 7.722 9.6647 18.8062
O 10.0109 1.0725 12.0475
O 1.3001 6.9893 9.0483
O 0.6161 4.8118 13.3359
O 5.6763 7.6979 18.97
O 5.2247 5.1254 11.5067
O 2.7016 7.0522 15.1029
O 0.8993 2.7859 11.4504
O 0.8285 10.7443 15.5398
O 2.3974 8.6229 10.8954
O 4.686 2.4696 11.2598
O 4.2308 3.5546 13.6643
O 2.1796 4.7502 16.4581
O 10.6873 8.3013 15.6753
O 6.923 10.3518 14.6537
O 2.3258 9.0033 13.4028
O 8.0088 1.6047 15.8828
O 4.1104 7.0376 12.8391
O 4.1564 2.0881 18.7181
O 7.2944 4.4876 21.3022
O 8.4009 2.971 11.0821
O 1.1618 6.9309 17.3462
O 5.624 1.6184 14.7461
O 8.1193 9.8004 11.555
O 9.2318 6.3479 21.2202
O 8.9379 7.7573 12.8187
O 1.6322 0.1626 11.8589
O 6.6251 6.2339 17.056
O 7.3862 7.8624 15.0126
O 1.1023 10.4012 21.1546
O 10.0194 8.2894 18.3342
O 3.9546 0.899 21.0645
O 0.3248 5.3727 10.9169
O 6.6849 1.6043 9.6299
O 4.7699 8.7661 14.6429

Results
free energy: -143605.884 eV
free energy less fixed offsets of As -4856.12, O -568.88, Si -635.61 eV per atom: 1.586 eV

Forces (eV/angstrom), in the order of the atoms: element, x, y, z
Si -0.0059 0.0102 0.015
Si -0.0004 -0.0005 0.0008
Si 0.0047 0.0069 0.0048
Si 0.0069 -0.0079 0.0278
Si 0.0007 0.0004 0.0055
As -0.0058 -0.0021 -0.0129
As -0.005 0.0024 0.0059
Si 0.0002 -0.0002 0.0018
Si -0.0039 0.0006 0.0018
Si 0.0059 -0.0023 -0.0031
Si -0.0025 -0.0061 -0.0035
Si 0.0063 -0.0062 -0.0013
Si 0.0036 -0.0017 -0.0059
Si 0.0058 -0.0021 -0.0019
Si -0.0016 -0.0076 -0.0078
Si -0.0036 0.007 0.0019
Si -0.0073 0.0045 0.0037
Si 0.0029 0.0027 -0.0047
Si -0.0112 -0.0021 0.0003
Si -0.0039 -0.001 -0.0002
Si -0.0008 0.0028 0.005
Si 0.0048 0.0036 0
Si -0.0031 0.0029 -0.0001
Si -0.0085 -0.0004 0.0056
Si 0.0054 0.0023 0.0006
Si 0.0017 0.0009 -0.0092
Si 0.0049 -0.0012 -0.0048
Si -0.0017 0.001 0.0004
Si -0.0016 0.0031 -0.0041
Si -0.0018 -0.0029 0.0009
Si -0.0008 0.0016 -0.0011
Si 0.009 -0.0023 -0.0049
Si -0.0015 0.0017 -0.0011
Si -0.0049 0.001 -0.0007
Si -0.0054 0.0009 0.0008
Si 0.0018 -0.0019 -0.0007
Si -0.0005 0.005 0.0008
Si 0.0002 0.0001 0.0012
Si 0.0021 -0.0025 -0.0002
Si -0.0018 0.0023 0.0008
Si 0.0195 -0.0214 0.0147
Si -0.0535 0.0347 -0.0557
Si 0.0578 -0.1165 -0.0106
Si -0.012 0.0753 -0.0081
Si -0.0015 0.0467 -0.0873
Si 0.0929 -0.086 0.0457
Si -0.1744 -0.0465 0.0292
Si 0.0439 -0.0088 0.0358
Si 0.0487 -0.0161 0.1011
Si -0.0592 0.0652 -0.1028
Si -0.06 0.001 0.0573
Si 0.0868 -0.0256 0.0119
Si -0.0412 0.1781 -0.1506
Si 0.06 -0.0728 0.0966
Si 0.0581 -0.1021 -0.0305
Si -0.0335 0.0543 0.0448
Si -0.0002 -0.0012 -0.0004
Si -0.0002 0.0006 0.0008
Si -0.0013 0.0004 -0.0003
Si 0.0011 -0.0005 0.0002
Si 0.0011 0 0.0004
Si 0 -0.0004 -0.0005
Si 0.0012 -0.0003 -0.0005
Si -0.001 0 -0.0003
Si 0.0012 0.0024 0.0022
Si -0.0005 0.0012 -0.001
Si -0.0011 -0.0019 0.0029
Si -0.001 0.0012 -0.0009
Si -0.0001 0.0005 -0.0008
Si -0.0003 0.0011 0.0001
Si -0.0019 -0.0012 -0.0017
Si 0.0008 0.0003 0.0018
Si 0.0002 0.0004 -0.0045
Si 0.0006 -0.0004 0.0021
Si 0.0001 0.0004 -0.0013
Si 0 0 -0.0003
Si 0.0004 0.0011 0.001
Si -0.0001 -0.001 -0.003
Si 0.0007 0.0016 0.001
Si -0.0024 -0.0008 -0.0015
Si 0.0004 -0.0001 0.001
Si -0.0004 0.0019 -0.0039
Si -0.0008 -0.0003 0.0011
Si 0 -0.0017 -0.003
Si -0.0007 0.0012 -0.0024
Si 0.0003 -0.0002 0.0009
Si 0.0015 -0.0011 -0.0026
Si 0.0005 0.0011 0.0019
Si -0.0004 -0.0004 0.0019
Si 0.0006 -0.0016 0.0006
Si 0.0004 0.0002 0.0022
Si 0.0014 0.0007 0.0031
Si -0.0015 0.0012 0.0046
Si 0.0011 0.0021 0.0032
Si -0.0013 0.0009 0.0021
Si 0.0006 0.0001 0.0039
O -0.0064 -0.0061 -0.0014
O -0.0018 -0.0026 -0.0012
O 0.0024 -0.0101 -0.0196
O 0.0037 0.0043 -0.0004
O 0.003 0.0026 -0.0032
O 0.0009 -0.0013 -0.0004
O 0.001 -0.0021 -0.0023
O 0.0008 -0.0007 -0.0018
O 0.0001 0.0001 -0.0015
O -0.0011 0.0003 -0.0016
O 0.0003 0.0001 -0.0005
O -0.0009 0.0006 -0.0016
O -0.0004 0.0005 -0.0011
O 0 -0.0001 -0.0023
O -0.0001 0.0003 -0.0005
O -0.0082 0.007 -0.0105
O -0.0031 0.0023 -0.0039
O 0.0004 0.0014 0.0015
O -0.0004 0.0029 0.0085
O -0.0001 -0.0005 -0.001
O -0.0117 0.0014 -0.0083
O 0.0025 0.0011 0.0001
O 0.0075 -0.0075 -0.0067
Si -0.0004 -0.0012 -0.0015
Si -0.0002 0.0004 0.001
Si -0.0003 0.0003 0.0013
Si 0.0103 -0.0025 0.0103
Si 0.0001 0.0005 0.0008
Si -0.0001 0.0003 0.0011
Si 0 0 0.0009
Si -0.0004 0.001 0
Si 0.0009 0.0003 0.0015
Si -0.0002 0.0001 0.0009
Si -0.0003 -0.0001 0.0014
Si -0.0006 0.0001 0.0006
Si -0.0003 0.0002 0.0013
Si 0.0004 0.0009 -0.001
Si 0.0003 0.0007 0.0015
Si -0.0003 0.0001 0.0007
Si 0 0.0002 0.0003
Si 0.0054 -0.0029 0.0013
Si -0.0006 0.0003 0.0009
Si -0.0004 0.0001 0.0013
Si -0.0001 0.0004 0.0012
Si -0.0001 0.0003 0.0011
Si -0.0004 0.0005 0.0005
Si 0 -0.0001 0.0017
Si -0.0001 0.0004 0.0011
Si 0.0001 0.0001 0.001
Si 0 0.0005 0.0004
Si -0.0004 0.0001 0.0006
Si -0.0002 0.0003 0.0008
Si -0.0001 0.0003 0.0013
Si -0.0001 0.0001 0.0013
Si -0.0001 0.0003 0.0015
Si -0.0003 0 0.0006
Si 0 0.0004 0.0011
Si -0.0001 0.0004 0.0013
Si 0.0013 0.0002 -0.0001
Si -0.0001 0 0.0017
O -0.0001 0.0001 -0.0004
O 0 0.0004 -0.0005
O -0.0001 0.0001 -0.0006
O -0.0001 0.0003 -0.0005
O 0.0001 0.0002 -0.0009
O 0.0001 0.0003 -0.0005
O -0.0002 0.0004 -0.0005
O 0 0.0004 -0.0003
O -0.0005 0 0.0003
O -0.0002 0.0002 -0.0006
O -0.0001 0.0002 -0.0003
O -0.0001 0.0001 -0.0001
O 0 0.0004 -0.0005
O 0.0001 -0.0008 0.0004
O -0.0001 0.0003 -0.0007
O 0.0002 0.0001 0.0011
O -0.0001 0.0003 -0.0005
O -0.0001 0.0005 -0.0008
O -0.0001 0.0002 -0.0005
O 0.0021 0.0041 0.0008
O 0 0.0004 -0.0003
O -0.0001 0.0003 -0.0005
O 0.0002 0.0004 0.0007
O -0.0001 0.0003 -0.0002
O -0.0024 0.0075 0.0026
O -0.0002 0.0006 -0.0007
O -0.0012 0.0011 0.0005
O -0.0001 0.0002 -0.0009
O -0.0001 0.0004 -0.0001
O -0.0001 0.0003 -0.0005
O -0.0001 0.0002 -0.0005
O -0.0001 0.0003 -0.0001
O -0.0002 0.0002 -0.0004
O -0.0004 -0.0001 -0.0009
O -0.0003 0.0002 -0.0004
O -0.0001 0.0003 -0.0001
O 0 0.0004 -0.0006
O -0.0003 0.0002 -0.0004
O -0.0001 0.0002 -0.0003
O -0.0003 0.0002 -0.0007
O -0.0002 0.0002 -0.0005
O 0 0.0003 -0.0005
O -0.0002 0.0003 -0.0003
O -0.0002 0.0004 -0.0007
O -0.0002 0.0002 -0.0007
O -0.0002 0.0002 -0.0007
O 0.0001 0 -0.0004
O -0.0001 0.0002 -0.0009
O -0.0002 0.0003 -0.0005
O 0 0.0002 -0.0004
O 0.0001 0.0007 -0.0011
O -0.0001 0.0001 -0.0005
O -0.0001 0.0003 -0.0007
O -0.0003 0.0003 -0.0008
O -0.0003 0.0002 -0.0005
O -0.0015 -0.0023 -0.0005
O -0.0002 0.0002 -0.0004
O -0.0001 0.0004 -0.0004
O -0.0004 0.0004 -0.0007
O -0.0003 0.0003 -0.0006
O -0.0022 -0.0006 0.0023
O -0.0001 0.0004 -0.0004
O 0.0007 0.001 0.0002
O -0.0001 0.0001 -0.0005
O 0.0001 0.0004 -0.0008
O 0.0001 0.0002 -0.0006

The program warned: the cutoff lies below the one the program advises for these potential files; the forces do not sum to zero within the program's tolerance; the exchange-correlation potential is rough where the density is thin.
